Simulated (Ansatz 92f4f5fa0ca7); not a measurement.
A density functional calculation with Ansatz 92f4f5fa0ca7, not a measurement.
Periodic cell of 150 atoms, Si88O58N4, from a study of silicon, its oxide and their interface. The atomic structure is a simulated model.

Settings
functional: r2SCAN
potential files: Ansatz norm-conserving
basis: plane waves
wave-function cutoff: 1300 eV
density cutoff ratio: 4
exchange-correlation grid ratio: 1
k mesh: 2 x 2 x 1, shifted by 0.5 0.5 0.5 of a step
self-consistency stop: 5e-08 eV per atom in the density residual
occupations: Fermi-Dirac, 0.05 eV
spin: none
net charge: 0

Cell vectors (angstrom)
a	10.88	0	0
b	0	10.88	0
c	0	0	21.3794

Atoms: element, x, y, z (angstrom)
Si	-0.4441	0.3346	0.1205
Si	3.2379	3.1188	-0.6653
Si	-0.8414	5.5869	-0.2879
Si	2.9077	8.2907	-0.1852
Si	4.9073	0.4351	-0.5914
Si	8.5613	1.6085	-0.4331
Si	4.3772	6.2898	0.1792
Si	7.7316	7.686	-0.4172
Si	1.5686	1.1218	0.9076
Si	4.1316	4.0575	1.0794
Si	1.503	7.0295	1.134
Si	3.2682	10.3559	0.5538
Si	6.6268	1.2509	0.9726
Si	9.3817	3.8337	1.2884
Si	6.1747	7.1433	1.0803
Si	9.5296	9.4986	1.6699
Si	0.0444	2.2585	2.3899
Si	3.4665	-0.7885	2.8168
Si	0.0742	8.0353	2.8645
Si	2.4474	5.3516	2.3089
Si	5.783	2.9225	2.3946
Si	7.7874	0.0781	2.6778
Si	5.3223	8.3332	2.9697
Si	8.0682	5.3508	2.7084
Si	1.2729	3.8632	3.8322
Si	4.4711	1.2057	3.8498
Si	1.4152	9.5406	3.9662
Si	3.9302	6.883	4.088
Si	6.7937	4.2614	4.1809
Si	9.2945	1.3887	3.9211
Si	6.977	9.2497	4.1413
Si	9.543	6.5724	4.2142
Si	-0.1537	0.079	5.4169
Si	2.729	2.4918	5.403
Si	0.1958	5.4195	5.4043
Si	2.812	8.3228	5.5141
Si	5.666	0.0406	5.2185
Si	8.2475	2.7617	5.4122
Si	5.4005	5.5007	5.4301
Si	8.2171	8.0641	5.5818
Si	1.3032	1.1866	6.7801
Si	3.799	4.4397	6.7278
Si	1.0773	7.0659	6.7312
Si	4.4232	9.4381	6.715
Si	6.9566	1.6273	6.7799
Si	9.4179	4.2432	6.658
Si	6.6356	6.8626	6.8198
Si	9.2254	9.6019	7.0149
Si	0.0302	2.62	7.8121
Si	2.9061	-0.2656	7.8684
Si	-0.2062	8.2677	8.3398
Si	2.6795	5.7888	8.0471
Si	5.4999	2.4867	8.4346
Si	8.0104	0.142	8.4953
Si	5.3093	8.0177	8.5678
Si	8.0244	5.4492	8.1541
Si	0.9979	5.0522	9.6589
Si	3.7569	0.8143	9.5589
Si	1.4877	9.2001	9.481
Si	3.4763	6.8968	9.8392
Si	7.1269	3.761	9.5682
Si	9.5524	1.9293	9.6609
Si	6.5431	10.2664	10.0257
Si	9.8146	6.416	9.898
Si	0.7119	1.2749	16.0752
Si	1.1357	0.65	11.1423
Si	9.9269	7.4576	12.0723
Si	6.8083	-2.5802	18.3654
Si	13.7315	4.9151	18.0128
Si	7.3457	3.7885	12.4861
Si	-0.1301	4.8044	18.2962
Si	8.5987	9.5501	13.8992
Si	15.6658	2.7863	13.1858
Si	14.1435	-6.1554	11.8233
Si	14.0831	5.6217	13.9453
Si	-0.967	0.1763	18.4782
Si	11.7501	-0.4069	13.6908
Si	-1.2262	14.2489	16.0522
Si	6.8693	0.7238	12.571
Si	8.8238	-5.6267	13.8253
Si	12.5269	7.8596	12.3221
Si	4.1098	-3.6308	18.7156
Si	7.0013	-10.0486	18.4041
Si	6.1265	5.0482	14.6915
Si	6.9038	3.4774	17.2885
Si	13.7793	3.3986	15.5719
Si	7.9318	9.5234	16.7734
Si	8.2284	5.8449	18.8233
O	-2.1207	3.1712	-0.057
O	-0.2323	-11.1625	19.8599
O	-1.2351	5.8939	17.7796
O	1.6586	2.3296	-0.4394
O	7.2326	6.4505	23.3965
O	-0.122	4.7252	19.9348
O	4.6626	6.2306	-1.4594
O	3.443	3.837	16.9403
O	8.037	-2.0084	15.2597
O	4.0894	1.8228	20.2943
O	14.4218	6.3419	17.556
O	11.3005	0.6555	17.527
O	2.7335	8.2062	19.552
N	8.5097	0.9761	19.1184
N	8.5062	6.2406	20.5149
O	7.1292	10.9984	16.7894
O	1.885	4.5814	11.0246
O	9.856	6.1284	13.0693
O	7.6212	2.2269	12.3092
O	12.1039	0.8911	12.7395
O	0.6672	10.0964	10.5534
N	2.3736	8.0134	10.483
O	4.0738	5.9818	11.0672
O	-0.6227	-8.907	15.3729
O	12.1847	10.8753	15.1467
O	6.7593	4.3187	11.0526
O	8.6682	3.1346	10.148
O	15.588	3.9844	8.0589
O	4.9426	10.759	10.2013
O	6.4581	8.557	9.8459
O	7.0904	10.4186	11.5661
O	-1.3469	4.6864	15.2076
O	13.5224	-3.8217	13.4456
O	5.8401	0.3184	19.4859
O	5.334	1.2865	12.7832
O	0.704	3.742	8.8196
O	10.6555	1.6545	10.8503
N	5.9848	3.8577	13.5222
O	24.152	12.3097	10.3423
O	3.0075	4.1341	19.5011
O	1.869	2.2773	16.033
O	0.2161	6.6324	21.5565
O	10.1497	-11.6136	13.8697
O	-0.4094	3.4918	17.4008
O	7.5236	10.8135	13.8075
O	12.2051	5.4259	17.8663
O	14.739	-7.7397	11.9361
O	19.0593	3.0607	16.4409
O	12.9637	4.5745	14.7311
O	15.4983	5.6926	14.6874
O	6.1471	4.5373	16.2602
O	-1.9637	-2.3731	21.9076
O	7.321	-6.4786	18.6811
O	9.3098	-0.9556	17.5245
O	-4.7241	-8.6657	17.8269
O	8.8389	8.4383	12.7277
O	23.4833	9.2845	13.1019
O	5.2142	-2.5488	18.1166
O	7.1932	-2.0841	19.901
O	18.2823	5.9779	14.3655
O	14.7334	2.7425	14.5146
O	7.1004	6.7368	18.1241

Results
free energy: -38418.066 eV
free energy less fixed offsets of N -289.75, O -463.61, Si -117.95 eV per atom: 9.914 eV
pressure: -0.21 GPa
stress xx, yy, zz, yz, xz, xy (GPa, positive in tension): 0.41, -1.26, 1.49, -0.67, -1.15, -1.24

Forces (eV/angstrom), in the order of the atoms: element, x, y, z
Si	0.0826	-2.2087	-1.3696
Si	-3.5687	-2.7327	-1.2131
Si	-1.0642	-1.7642	1.6985
Si	-0.2219	-1.3109	-0.4376
Si	0.9333	3.564	-0.447
Si	-0.3885	-1.3787	-1.0034
Si	-0.2357	-0.5493	-0.6283
Si	2.184	2.7262	2.9023
Si	-1.1477	1.967	-2.9579
Si	-0.0171	2.0454	2.0145
Si	-2.4932	0.9659	0.5802
Si	-0.9522	-0.078	0.9388
Si	0.2384	-0.7061	-0.1583
Si	1.5378	1.9608	0.2264
Si	-1.6318	2.4519	0.4017
Si	0.0891	1.1814	-1.0039
Si	-0.1776	1.7031	1.1324
Si	1.1928	0.2983	0.5065
Si	-0.0322	0.1499	-0.0733
Si	1.624	-1.0774	1.8281
Si	-1.1862	-0.3143	0.8253
Si	1.0862	-1.5938	0.0676
Si	-1.7827	0.6579	-1.111
Si	3.0476	-2.0269	2.0219
Si	0.3018	-0.0258	0.5123
Si	-2.2538	1.8125	-1.4598
Si	0.3014	0.3142	1.1677
Si	-0.0308	-1.5265	-0.7242
Si	-0.0166	-2.269	-0.4266
Si	1.2111	-0.9954	-0.096
Si	-0.464	2.2889	-0.172
Si	0.1169	0.9894	-1.1352
Si	-0.5903	-1.1045	-0.6318
Si	0.7037	1.0945	-1.0732
Si	-0.7033	-1.2376	-0.1971
Si	-1.7283	-0.7765	-0.2396
Si	2.0503	-1.2427	2.9911
Si	-0.2165	1.9137	-1.3571
Si	-1.6671	0.6148	-0.3537
Si	0.3187	-0.5224	0.2044
Si	1.9178	-0.7625	-0.803
Si	0.9676	-2.2004	-0.4956
Si	1.9412	0.4157	0.7917
Si	0.5609	0.4131	0.1913
Si	-1.858	-2.692	1.0261
Si	1.7008	-0.5983	0.4801
Si	0.1988	-0.1054	1.4708
Si	1.2259	0.1845	0.0636
Si	-2.5843	1.9671	1.6539
Si	-2.5499	-0.6468	0.1689
Si	-0.9206	-1.6958	-0.632
Si	-3.0402	1.8051	0.2337
Si	-1.1084	1.2689	0.4063
Si	0.9331	2.0229	-1.0375
Si	1.3025	0.0605	1.1439
Si	0.676	-0.0121	0.787
Si	1.2313	0.1705	0.5327
Si	1.2581	2.1016	-0.153
Si	1.7487	-0.9745	-1.0848
Si	2.1977	0.5522	-0.6741
Si	2.0306	-0.1856	0.8164
Si	1.7607	-2.4039	-1.4083
Si	-1.891	-3.1432	0.8592
Si	0.0629	0.7642	-1.6396
Si	-1.1892	-2.9138	-1.334
Si	-1.9388	4.6749	-0.7594
Si	1.484	-1.6144	-0.033
Si	-0.3423	0.6825	-1.1235
Si	-0.0182	-1.2794	0.4233
Si	0.9926	0.4892	0.036
Si	1.5303	1.3044	-0.2987
Si	1.1574	1.8707	-0.4194
Si	-1.2434	-2.4781	0.7892
Si	1.1289	-0.8353	0.7472
Si	-1.6771	-1.5267	-1.432
Si	3.1968	0.0223	0.1505
Si	-1.4484	1.2168	1.102
Si	0.5194	-2.6307	-1.3346
Si	-0.0959	3.5128	1.9696
Si	-2.3645	-2.1611	1.1106
Si	0.4755	0.0832	-0.1727
Si	-0.7492	2.6159	2.2171
Si	-3.2858	1.1319	-3.11
Si	-1.8365	-0.1401	2.3875
Si	0.2303	3.9715	0.468
Si	-2.8282	-0.9508	-2.2598
Si	-1.0232	1.1887	-0.105
Si	-0.5582	-2.9963	-1.6817
O	-0.8369	-0.1213	-1.2503
O	-0.1659	0.2986	1.157
O	-2.4999	-0.2465	2.9015
O	2.2339	0.2755	2.0311
O	0.3883	-0.0679	-0.1083
O	-0.492	-0.748	-2.1658
O	-0.0396	1.1583	-1.6247
O	1.0812	2.0537	3.0635
O	0.9251	0.2349	1.2731
O	1.1617	-0.7115	0.3576
O	0.2707	-0.8162	0.6054
O	-2.6471	0.206	1.6472
O	2.7794	-1.9897	-1.2329
N	0.0219	1.8181	1.6311
N	0.8346	-0.2715	-2.6424
O	0.1006	-0.566	2.8446
O	-1.9021	0.4555	-1.0061
O	1.0844	1.3932	-0.7465
O	0.2222	-3.5626	0.1175
O	-0.0035	-1.5037	-0.5582
O	0.4461	1.0001	1.1385
N	-1.5095	0.6393	2.1643
O	-0.1111	-0.692	-0.7239
O	0.3034	0.8712	0.6249
O	-0.3359	1.1519	1.7291
O	-0.5191	0.7825	0.0258
O	-1.8219	1.2777	-1.0791
O	0.5795	-1.8817	0.2239
O	0.2594	-0.0144	0.092
O	-1.2079	1.6426	-2.0052
O	-0.1646	-0.0713	-2.9326
O	0.5271	1.1904	-2.278
O	-1.4877	0.7354	-0.8479
O	1.4639	-1.3241	-1.5094
O	0.7342	-0.4553	0.4459
O	0.0224	-1.042	-0.0507
O	0.5171	-1.2901	-0.4912
N	1.8327	0.6101	0.0073
O	0.5953	-2.0958	0.6604
O	-0.1995	1.6493	-2.2441
O	1.0863	1.333	0.1756
O	1.194	1.2185	-0.047
O	-0.6672	-0.0981	-0.1234
O	1.2069	0.5092	2.0113
O	1.2158	-0.7129	0.5872
O	-0.5971	-1.3352	0.327
O	-0.4501	2.1088	-1.4894
O	-1.3554	-1.3209	0.4806
O	1.8391	1.6546	0.5131
O	0.0962	1.2116	0.2549
O	0.459	-0.8579	0.079
O	-2.0172	-1.4965	-1.5399
O	1.782	-0.1731	-1.0806
O	0.4578	-1.1788	-0.6914
O	0.4416	-1.8435	1.2326
O	-1.1165	0.3085	-0.2105
O	0.3716	-0.7236	-0.9241
O	-1.9309	-0.5777	1.0632
O	0.2428	-0.9716	-1.4205
O	0.6237	0.2004	-0.1479
O	1.5452	-0.8218	-0.6052
O	0.7957	0.7815	0.5287

The program warned: the forces do not sum to zero within the program's tolerance.
